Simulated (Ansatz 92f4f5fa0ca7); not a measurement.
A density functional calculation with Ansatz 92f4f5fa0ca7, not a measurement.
Periodic cell of 152 atoms, Si88O64, from a study of silicon, its oxide and their interface. The atomic structure is a simulated model.

Settings: functional r2SCAN; potential files Ansatz norm-conserving; basis plane waves; wave-function cutoff 1300 eV; density cutoff ratio 4; exchange-correlation grid ratio 1; k mesh 2 x 2 x 1, shifted by 0.5 0.5 0.5 of a step; self-consistency stop 5e-10 eV per atom in the density residual; occupations Fermi-Dirac, 0.05 eV; spin none; net charge 0.

Cell vectors (angstrom)
a	10.9254	0.0232	0.0718
b	0.0232	10.7927	0.0088
c	0.1354	0.0167	21.7518

Atoms: element, x, y, z (angstrom)
Si	2.9253	5.64	8.3753
Si	6.4786	4.6137	8.9603
Si	5.5079	5.2607	16.9605
Si	9.1874	4.1329	20.3068
Si	10.0265	10.4631	14.3307
Si	10.2698	2.0191	8.0113
Si	1.4541	1.109	1.0122
Si	10.0641	8.6493	16.8039
Si	4.1324	9.6252	1.452
Si	9.2177	2.9983	1.2906
Si	2.209	10.2597	8.3064
Si	3.5659	1.7189	13.654
Si	10.7784	10.2519	20.7214
Si	5.8645	8.7198	14.6563
Si	3.3427	2.2264	20.6872
Si	5.2642	5.838	13.9122
Si	2.7961	0.1782	2.6667
Si	10.9217	2.3454	2.6723
Si	2.5934	5.0774	2.7387
Si	10.892	8.2542	2.819
Si	8.2315	10.529	3.0084
Si	5.4836	2.4876	2.5685
Si	8.2617	5.5058	2.7994
Si	5.2782	8.1384	2.7857
Si	4.1945	1.3089	4.2691
Si	1.28	3.7072	4.0366
Si	4.0064	6.3973	4.1069
Si	1.5617	9.4637	3.9588
Si	9.4491	1.2591	4.1573
Si	6.6847	4.0104	3.9858
Si	9.6789	6.6947	4.1906
Si	6.7167	9.278	4.2967
Si	0.1232	10.7914	5.2579
Si	2.6263	2.5205	5.7123
Si	0.1605	5.2467	5.4554
Si	2.8436	7.9779	5.4887
Si	5.5242	10.7389	5.7063
Si	8.0648	2.7549	5.4608
Si	5.2933	5.1985	5.527
Si	8.065	7.835	5.6234
Si	1.2152	1.0592	6.9897
Si	4.0482	3.8857	7.0569
Si	1.4415	6.6838	6.9103
Si	4.0658	9.2467	7.1185
Si	6.7562	1.5217	6.8427
Si	9.5093	4.0202	6.797
Si	6.7883	6.3531	7.0695
Si	9.6534	9.3846	6.5718
Si	1.205	4.8579	11.1915
Si	3.1283	10.5557	11.4382
Si	8.098	6.7624	21.0431
Si	4.3728	4.8892	19.6403
Si	5.4066	2.5823	8.4187
Si	10.9002	6.5772	19.9716
Si	7.1908	7.931	17.1766
Si	6.6353	2.3345	16.627
Si	3.0368	9.0839	15.8284
Si	10.1448	2.6665	10.3601
Si	0.7902	4.3141	15.657
Si	1.5648	6.8812	1.9107
Si	8.2873	4.1524	10.3626
Si	0.9408	7.1886	16.9762
Si	1.4519	8.868	13.1452
Si	4.4898	3.4063	0.7061
Si	0.358	8.5025	7.9143
Si	4.5569	7.334	8.2777
Si	7.3787	1.3971	1.6721
Si	7.8081	0.2471	20.7099
Si	9.1342	9.0041	1.5642
Si	2.1472	2.3731	17.7627
Si	3.5736	1.3439	16.1108
Si	8.4749	0.2623	7.7507
Si	7.7428	5.6123	12.0807
Si	2.6375	4.5391	13.0545
Si	6.3611	6.9304	9.6294
Si	7.7997	8.5806	8.6124
Si	10.6278	6.5773	11.9834
Si	7.5855	7.2363	1.451
Si	8.6158	1.1267	12.3068
Si	9.6537	7.3834	9.3048
Si	5.8003	0.242	12.5221
Si	8.5074	1.6931	18.865
Si	4.2626	9.8658	20.831
Si	8.6646	5.4758	8.2972
Si	2.7222	7.3713	20.9997
Si	10.556	0.4399	18.6638
Si	6.4933	9.1743	19.831
Si	9.2808	2.4463	14.8697
O	0.8081	6.7761	18.5456
O	2.3653	8.0602	16.8919
O	2.6734	0.8988	12.5012
O	10.038	7.6458	10.8851
O	3.548	6.2142	20.324
O	0.9762	1.2929	18.1201
O	9.0574	4.5434	1.7164
O	10.48	9.9351	17.693
O	9.7247	9.2334	15.3001
O	10.5646	4.9716	20.0771
O	7.9375	10.2063	9.1654
O	3.3517	4.4194	1.4048
O	8.8877	2.3758	13.3062
O	6.3241	3.8529	17.2932
O	7.1705	8.5251	15.6293
O	0.5383	10.1945	13.4461
O	5.8708	7.192	1.5635
O	3.7971	5.7154	13.1866
O	3.0227	8.8105	20.3488
O	2.2765	9.1921	11.8439
O	7.0981	0.8381	11.7687
O	8.7367	3.3184	18.9826
O	3.8123	0.62	20.3946
O	0.6605	7.4478	12.9691
O	4.6727	8.9105	15.7438
O	7.8264	2.3569	15.5156
O	9.501	2.9899	21.3676
O	10.1794	1.0792	15.1477
O	10.1663	3.7211	15.4421
O	2.4455	8.6968	14.3743
O	3.6416	3.2469	12.9823
O	1.9767	2.3521	21.6906
O	6.9282	6.9004	11.2138
O	2.9643	2.8598	19.1458
O	6.5474	5.1996	13.1255
O	9.2091	6.0608	12.7493
O	6.8262	1.0432	0.0988
O	6.1896	9.8853	13.6053
O	1.1821	6.9092	21.0199
O	9.726	1.1981	11.1103
O	6.4222	8.9822	18.1371
O	5.1694	1.7274	16.2748
O	5.1142	1.3864	13.3631
O	4.2722	5.2822	18.0427
O	2.877	7.4618	0.9064
O	6.8428	7.6742	20.4919
O	2.2624	5.3264	9.8843
O	0.6587	10.773	0.1156
O	6.4706	6.4755	17.171
O	2.6823	10.7813	9.8688
O	9.5411	7.3584	20.422
O	1.7008	4.2686	14.3421
O	0.64	5.8628	16.1505
O	8.8154	7.8207	17.4188
O	9.185	10.2424	21.276
O	1.483	3.5838	16.8904
O	8.9187	10.5625	13.1759
O	5.6311	7.3665	13.8021
O	0.4663	3.4052	11.1159
O	7.2679	1.4374	17.864
O	7.9927	5.1944	20.5745
O	2.9452	10.6209	16.3019
O	4.7402	10.4089	11.494
O	4.9599	5.2455	15.412

Results
free energy: -40038.143 eV
free energy less fixed offsets of O -463.61, Si -117.95 eV per atom: 12.497 eV
pressure: -1.61 GPa
stress xx, yy, zz, yz, xz, xy (GPa, positive in tension): 1.86, 1.21, 1.76, 0.29, -0.32, 2.16

Forces (eV/angstrom), in the order of the atoms: element, x, y, z
Si	-0.4095	-0.3312	0.0183
Si	-0.2909	-0.8889	0.5725
Si	-0.6408	-2.5035	-0.2591
Si	0.3948	0.6094	-1.3546
Si	2.0062	-0.3517	-0.7305
Si	-0.7427	0.5436	0.9066
Si	-1.7361	1.0117	0.5761
Si	0.7531	0.2569	-1.0377
Si	0.3623	0.0002	0.1061
Si	-0.139	-0.823	-0.2653
Si	0.6002	-0.8837	1.512
Si	-0.3289	1.5436	-1.3592
Si	0.4529	-0.9811	1.1731
Si	1.0374	-0.6017	0.3703
Si	-0.081	-0.6582	0.7876
Si	-1.0703	-0.7213	-0.7962
Si	0.5823	-0.1236	-0.0596
Si	0.3105	-0.6524	-0.4755
Si	0.9082	-0.7808	-0.4461
Si	0.0178	-0.6177	0.669
Si	-0.4538	-0.3482	0.1096
Si	0.6775	-0.314	0.9492
Si	-0.2537	-0.5312	0.5973
Si	-1.0689	-0.927	0.4337
Si	-0.7175	0.1174	-0.0829
Si	0.2067	-0.1906	0.6844
Si	0.0584	2.2	-0.4598
Si	-0.2666	-0.0969	0.5842
Si	0.8767	0.5543	0.4314
Si	0.1197	0.5492	-0.109
Si	0.3811	-0.3881	0.6796
Si	0.1432	-0.0903	0.0504
Si	-0.1935	-0.6193	0.0209
Si	0.1747	0.0659	-0.5614
Si	-0.5806	0.4247	-0.0227
Si	-0.3912	-0.0967	-0.5681
Si	-0.9255	-0.7645	0.1162
Si	0.1754	0.3387	-1.3008
Si	1.0793	-0.6802	0.3789
Si	0.7541	0.2635	-0.1283
Si	0.3906	0.9915	-0.7672
Si	-0.7144	0.2004	-0.2413
Si	-0.1827	0.001	-0.8667
Si	-0.2426	0.9569	-0.7588
Si	-0.0608	-0.4945	0.3143
Si	1.2796	-1.1563	-0.3824
Si	-1.2676	0.6524	-0.5851
Si	-0.427	-0.1136	-0.3171
Si	2.0835	0.8022	-0.6897
Si	-1.1694	-0.9189	-1.4147
Si	0.1521	0.3284	-0.6771
Si	-0.3209	1.6349	0.9159
Si	-0.3032	0.2223	0.3685
Si	1.5903	-0.6851	1.4185
Si	0.2612	0.4797	-2.1536
Si	0.0171	1.16	1.9432
Si	1.3571	-0.7142	-0.2193
Si	-0.1181	-1.0175	-0.5018
Si	-1.7622	0.6106	0.0606
Si	0.9596	0.5727	-1.3408
Si	-0.2158	0.1583	-0.3784
Si	-0.2476	1.5144	0.6211
Si	-1.6655	0.1514	0.2248
Si	-0.2272	0.7119	-0.5437
Si	0.305	-0.5048	0.7727
Si	1.0334	-0.6646	0.4484
Si	-0.8143	1.1247	-0.6078
Si	-0.3253	0.2576	-1.6853
Si	-0.1978	0.1808	0.0552
Si	0.1154	-0.7166	-0.7022
Si	-0.8397	0.3469	-0.405
Si	0.3464	0.0309	1.6535
Si	-0.7553	1.9573	-0.9743
Si	1.7996	0.2625	-0.8282
Si	0.1804	0.316	1.2147
Si	0.1239	0.7768	0.7312
Si	-0.765	1.2259	1.0348
Si	-0.976	-0.657	0.5402
Si	-0.0107	-1.6141	-0.6709
Si	0.7448	1.3979	-0.8875
Si	0.4603	-1.0983	-0.393
Si	0.3906	-0.9246	0.9616
Si	0.1568	-0.5163	-0.7113
Si	0.8145	0.2484	1.1205
Si	-0.2919	-0.0007	1.1882
Si	0.8668	1.4907	-1.508
Si	-1.2626	0.2892	-0.0539
Si	1.4974	-0.0228	0.6291
O	-0.4968	0.2984	0.0305
O	-0.5774	-0.7092	-0.3398
O	0.4107	0.1499	0.7072
O	0.2498	-0.9233	0.1461
O	1.3398	-1.7301	-1.0386
O	-0.1166	0.1055	0.4382
O	-0.4116	0.5823	-0.3352
O	-0.3649	0.3351	0.3393
O	0.2612	-0.4196	0.8854
O	-0.1975	0.5813	-0.1283
O	0.0274	-0.3213	-1.2425
O	-0.1817	-0.047	0.1795
O	0.0494	0.8551	-0.8989
O	-0.0068	-0.5776	-1.6018
O	-0.9431	-0.3031	0.6207
O	-1.1023	-0.8557	0.9469
O	2.1319	0.5548	-0.2221
O	-0.3324	-0.2683	0.1243
O	0.7509	0.9132	0.1627
O	1.5928	0.7258	-1.3009
O	0.5128	0.6352	0.3199
O	0.1937	-0.5778	-0.0861
O	-0.5043	0.8221	0.1979
O	-0.8778	-0.4264	-0.6558
O	-0.8616	-0.1215	-0.5614
O	-1.5863	0.3066	1.1
O	-0.0794	-0.3656	1.7418
O	-0.801	0.446	-0.1825
O	0.7775	-0.4082	-0.5642
O	0.644	0.2024	1.2826
O	-1.3042	-0.5808	0.8726
O	0.6695	-1.3851	-0.7882
O	0.6928	-1.1092	0.3984
O	-0.5669	-0.5986	0.6164
O	0.5775	-0.954	0.45
O	0.0116	-0.0025	-0.1421
O	0.5245	-0.8182	0.3973
O	-0.1547	-0.2289	0.3132
O	-1.9636	-0.148	-0.5655
O	-0.1222	1.7565	-0.0122
O	0.6113	-0.1877	1.8614
O	0.3899	-0.6126	-0.1478
O	0.3685	0.1219	0.6806
O	0.4656	0.2571	-0.8135
O	-1.3771	-0.0124	-0.0028
O	0.27	0.4955	-1.1647
O	-1.3487	-0.731	0.9558
O	0.4163	0.6126	0.4504
O	1.3501	1.6128	0.6096
O	-0.3562	-0.2114	-0.651
O	-0.2442	-0.555	-0.3905
O	-0.6076	0.0364	0.5719
O	0.3953	-0.9426	-1.1026
O	-1.2032	-0.0183	0.524
O	0.0287	0.7642	0.0543
O	0.2794	-0.555	1.0193
O	-0.0098	0.4745	0.3044
O	-0.012	1.7733	0.8485
O	-0.7703	-0.7226	-1.0012
O	-0.9099	0.415	-1.3679
O	-0.0253	0.4244	0.271
O	0.1212	0.3587	-0.0886
O	0.0085	-0.0688	-0.1159
O	0.7541	0.1237	0.4187
